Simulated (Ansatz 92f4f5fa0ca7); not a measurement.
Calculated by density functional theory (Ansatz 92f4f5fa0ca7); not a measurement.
Periodic cell of 193 atoms, Si107O86, from a study of silicon, its oxide and their interface. The atomic structure is a simulated model.

Settings: functional r2SCAN; potential files Ansatz norm-conserving; basis plane waves; wave-function cutoff 1300 eV; density cutoff ratio 4; exchange-correlation grid ratio 1; k mesh 2 x 2 x 1, shifted by 0.5 0.5 0.5 of a step; self-consistency stop 5e-10 eV per atom in the density residual; occupations Fermi-Dirac, 0.05 eV; spin none; net charge 0.

Cell vectors (angstrom)
a 10.8469 -0.0169 -0.0382
b -0.0169 10.9301 0.0363
c -0.0925 0.0878 27.0029

Atoms and the computed forces on them: element, x, y, z (angstrom), force x, y, z (eV/angstrom)
Si 1.9429 0.1536 13.6967 0.1861 0.2861 -0.1104
Si 8.8493 2.1924 13.9683 0.1912 0.2007 -1.1465
Si 4.5938 1.9446 19.134 -0.2765 0.1864 0.2336
Si 7.6452 10.596 14.8956 -0.2033 -0.3166 0.2881
Si 8.2886 7.5312 15.5437 0.3946 -0.0075 -0.4216
Si 8.0968 0.5114 16.9791 0.1227 -0.1799 -0.4313
Si 1.5817 9.3824 9.5633 0.4607 -0.6675 -0.1489
Si 5.5537 1.4043 21.1897 -0.0397 -0.1942 0.2774
Si 9.8926 7.1035 25.3511 0.1122 0.2266 0.4439
Si 9.8367 4.59 0.3089 -0.0079 -0.3479 0.561
Si 1.0606 2.4219 13.7747 0.3941 0.1988 -0.057
Si 2.2022 4.022 18.962 0.7567 0.3098 -0.0147
Si 7.8083 7.5859 21.4192 -0.4958 -0.0498 0.0439
Si 6.8828 7.1515 25.4963 0.2768 -0.0177 -0.0856
Si 8.0389 10.5028 21.4182 -0.037 0.6163 0.2096
Si 0.4711 9.4267 18.0773 -0.9638 -0.5966 0.0595
Si 2.1689 0.9148 3.0102 -0.6429 -0.009 0.3578
Si 0.3747 2.5454 3.0211 -0.0171 -0.7085 -0.0354
Si 1.7688 6.494 2.9416 0.1087 -0.2027 0.1658
Si 0.0718 8.2761 3.0332 -0.0091 0.1319 0.0662
Si 8.2402 0.1719 2.8025 0.1558 -0.1094 0.005
Si 5.4228 2.771 3.1669 0.1639 -0.5038 -0.5084
Si 8.0542 5.5133 2.7196 0.5143 -0.453 0.2987
Si 5.1479 8.5099 2.7649 -0.3518 0.3655 0.1564
Si 3.8719 1.6392 4.4543 0.3696 -0.3659 0.4531
Si 1.1717 4.4091 4.1485 0.0754 -0.0979 0.1479
Si 3.8349 7.0919 4.0609 0.2157 -0.4329 0.034
Si 1.2373 9.927 4.2585 0.0261 0.1194 -0.1252
Si 9.4933 1.5234 4.2784 0.3941 0.0875 -0.1582
Si 6.7557 4.2937 4.263 -0.1806 0.3457 0.3371
Si 9.2717 7.0155 4.1503 -0.0958 0.1559 0.0646
Si 6.6955 9.7743 4.1281 -0.0183 0.1078 -0.2194
Si 10.7223 0.1499 5.7229 0.1045 0.116 0.1658
Si 2.4896 3.0715 5.6795 0.1388 0.2985 -0.107
Si 10.5882 5.5979 5.5086 0.0272 -0.1848 0.0646
Si 2.6596 8.5027 5.4787 -0.2077 0.45 0.2085
Si 5.3723 0.2227 5.5026 -0.3001 -0.0915 0.4341
Si 8.067 2.871 5.6009 0.0164 -0.0774 0.0391
Si 5.2983 5.7215 5.5448 0.0976 0.1887 -0.2333
Si 7.9597 8.3743 5.5833 0.0231 -0.0965 -0.0429
Si 1.2271 1.6108 7.1333 -0.1031 -0.1712 -0.2468
Si 3.9647 4.3509 6.9157 0.0668 0.0131 0.3427
Si 1.2364 7.0377 6.6847 -0.0604 0.0142 0.1259
Si 3.9712 9.839 6.8677 0.2215 -0.1699 0.206
Si 6.7193 1.5109 6.9807 -0.2308 -0.1641 -0.0508
Si 9.3476 4.2251 7.0014 0.0727 0.095 0.1719
Si 6.6654 7.0532 7.0264 0.1209 -0.0939 0.2257
Si 9.33 9.6428 7.072 0.3529 0.0087 0.0212
Si 2.7039 0.179 8.3535 0.0978 -0.0296 -0.2155
Si 10.6916 2.9317 8.4839 -0.0488 0.2074 -0.0277
Si 2.5348 5.7377 8.1585 -0.079 0.0976 0.0185
Si -0.0034 8.2193 8.2852 0.0093 -0.1342 -0.4119
Si 8.0152 0.1016 8.4336 -0.2639 0.1215 -0.2332
Si 5.3232 2.9627 8.2652 0.2347 0.1369 -0.1073
Si 8.0957 5.6128 8.4637 0.0104 0.0324 0.0307
Si 5.285 8.5388 8.2656 -0.3364 0.0043 -0.0616
Si 1.8232 4.4374 15.8157 0.159 0.0941 -0.1532
Si 3.0522 8.0498 23.0192 -0.0538 -0.1874 -0.0878
Si 6.6093 1.4153 1.6606 0.6584 0.3833 0.6434
Si 0.2089 10.1439 11.2121 -0.3736 -0.0046 -0.0234
Si 9.9387 2.7764 19.0903 -0.7638 -0.1712 -0.493
Si 7.5825 6.2521 18.2302 -0.5065 0.2575 0.3382
Si 5.0596 0.9399 13.4808 0.0598 -0.1246 -0.3256
Si 5.403 10.2905 18.0414 0.4802 -0.3784 0.2478
Si 3.9522 4.2807 0.2842 0.1405 -0.7976 0.7268
Si 8.5422 2.7299 16.4334 0.1578 -0.0105 0.6421
Si 4.1219 8.0787 16.379 0.1986 -0.2061 -0.098
Si -0.0184 10.0794 25.8502 -0.313 -0.1186 -0.0627
Si 5.1193 3.9603 24.5862 -0.1578 -0.4794 -0.0316
Si 5.9145 6.5367 14.346 0.0025 0.2657 -0.3084
Si 4.7433 10.512 0.6434 -1.0832 1.1647 0.2593
Si 6.2453 7.6391 19.6465 0.8287 0.089 -0.2931
Si 1.5259 9.1381 15.1031 0.0532 0.0746 0.2842
Si 9.5517 9.5831 1.5064 0.3432 0.1752 0.1615
Si 4.0029 1.5401 1.6061 0.0221 0.0262 -0.3259
Si 9.2541 1.5465 9.8197 0.5931 -0.46 -0.1063
Si 1.7661 8.1289 20.2355 -0.1821 0.4018 -0.4289
Si 9.7515 6.6038 20.4437 0.4365 -0.1951 -0.6911
Si 0.8585 2.9733 22.7074 0.1098 -0.213 0.6976
Si 5.7567 6.5889 23.4732 0.0219 -0.1339 -0.7647
Si 6.7016 3.8886 17.4441 0.2443 0.061 -0.5006
Si 4.8294 3.9162 14.8261 0.0512 0.1662 -0.4782
Si 5.042 5.7567 10.7665 -0.3608 -0.442 0.291
Si 3.7874 7.2363 9.4671 -0.7484 0.3371 -0.2659
Si 0.364 7.0928 14.5855 -0.4275 -0.2074 -0.2471
Si 5.7219 0.9025 11.1706 -0.0646 -0.0854 -0.1801
Si 3.4591 1.4444 23.4933 -0.0546 -0.027 -0.0321
Si 2.4875 3.8732 11.3008 -0.0013 0.0342 -0.4
Si 2.9014 10.5669 24.9745 0.045 0.3288 0.6236
Si 6.602 4.2789 9.7968 0.0553 -0.2007 -0.5074
Si 7.2898 3.7733 20.5564 0.2113 -0.0058 0.0804
Si 0.4475 3.908 20.5499 0.1204 0.0371 0.1144
Si 7.5223 2.4916 11.1595 -0.2829 0.3531 0.4407
Si 9.4047 1.0617 23.8145 0.0426 -0.0059 0.1698
Si 6.368 5.9462 1.1907 -0.4257 -0.7601 0.5725
Si 6.9018 8.5872 0.2307 0.8203 0.4688 0.2481
Si 0.9655 4.7161 9.662 -0.1082 0.3183 -0.2885
Si 1.8576 5.1423 0.242 -0.4235 0.1144 0.2276
Si 4.0233 1.6176 9.6907 -0.2558 0.2875 0.202
Si 1.2526 5.7623 24.1934 -0.067 -0.2392 -0.094
Si 6.3682 9.9297 9.8447 0.4033 -0.3909 0.4664
Si 10.0723 6.4497 9.6657 0.2006 -0.206 -0.2484
Si 9.7419 7.3571 11.8067 -0.037 -0.3522 -0.4298
Si 3.4141 6.8198 19.254 0.2711 -0.2721 0.0362
Si 6.6073 7.3457 11.7304 0.3515 0.1552 0.0687
Si 9.6073 10.8738 18.7147 0.7634 -0.5855 -0.0972
Si 7.7166 2.7352 25.855 0.1257 -0.4161 0.4525
O 10.2157 0.4921 10.6799 -0.0379 0.177 0.2534
O 6.8672 5.945 26.6733 -0.2077 0.3685 -0.3647
O 10.7552 6.7842 12.9837 -0.222 0.1938 0.3799
O 3.7999 4.842 11.5228 0.2311 -0.0305 -0.0759
O 5.1421 7.0614 15.6585 -0.039 0.0656 0.062
O 7.4801 6.374 14.7414 -0.0575 0.1749 0.2715
O 7.8682 2.8282 12.7859 0.1895 -0.3579 0.4078
O 2.6912 8.281 10.2434 0.0416 0.1095 -0.4799
O 10.0058 8.9728 11.7156 0.064 0.2516 0.2781
O 0.5599 4.1528 0.5053 0.1083 0.7325 -0.5823
O 1.1863 5.8044 15.1906 0.0068 -0.0594 0.074
O 9.137 4.6151 1.7882 -0.1861 0.4349 -0.316
O 10.3364 2.423 13.342 -0.0921 -0.0086 0.2189
O 3.5573 7.3055 17.6953 0.0874 0.0812 0.0955
O 4.6326 7.6587 22.9703 -0.0649 -0.0502 0.0847
O 1.8472 3.4388 12.7388 -0.0497 -0.3608 0.3857
O 2.8877 9.1791 24.1448 -0.0521 -0.1979 -0.0248
O 6.4411 2.7423 21.5421 0.1003 0.0514 -0.1117
O 3.3607 4.3248 15.3234 -0.1926 -0.0859 0.1204
O 8.9569 3.6722 26.3162 -0.0582 0.208 0.0027
O 10.4732 2.2384 23.4814 0.0667 0.089 -0.3331
O 3.1945 5.2292 19.386 0.0828 0.1624 -0.1657
O 10.4883 5.2537 20.9979 -0.0018 0.2799 0.1229
O 2.869 2.4626 10.5448 0.2643 0.4142 0.2291
O 4.9345 2.4762 14.08 -0.0082 -0.0852 0.227
O -0.0965 8.4561 25.7256 -0.0818 -0.0237 -0.1741
O 3.8468 2.6521 0.4194 -0.0079 1.0364 -0.9985
O 8.4461 2.8302 19.7989 -0.5369 -0.1318 0.0202
O 1.4725 10.6761 25.7536 0.304 -0.1359 -0.1904
O 10.5732 6.3211 24.1021 0.2285 -0.0364 0.1354
O 9.7946 3.1776 17.4909 0.0667 -0.015 0.1543
O 5.1508 5.069 23.4027 0.1429 0.2023 0.2815
O 10.3049 10.3782 0.2566 -0.2414 -0.2705 0.0509
O 6.5744 0.1415 21.0509 0.2104 0.0139 0.0217
O 2.9851 8.4276 15.3089 0.0321 0.0756 0.2855
O 8.8462 10.2646 20.0289 -0.0105 0.1989 -0.0375
O 8.7775 0.6137 22.3975 -0.2238 -0.2511 -0.2861
O 8.4177 8.5745 0.825 -0.5972 -0.1387 -0.5504
O 3.1211 2.6695 19.0528 0.2617 -0.0452 -0.2264
O 7.9455 8.9907 14.8928 -0.0451 -0.0721 -0.2202
O 2.233 6.6859 23.3158 0.0524 0.1698 0.0694
O 7.8399 7.4326 17.0858 0.0847 -0.2956 -0.0333
O 1.6847 9.3955 19.1683 0.4028 0.0292 0.4995
O 5.7994 7.6281 13.1404 0.2942 -0.1877 0.3484
O 5.362 5.1035 13.8376 -0.0494 -0.1359 0.2994
O 8.3832 7.4609 24.8976 -0.3356 -0.2826 0.2316
O 1.7104 5.8465 25.7383 -0.1382 -0.0157 -0.1505
O 1.7303 4.3882 17.4387 0.0118 -0.1306 0.0654
O 5.9211 9.146 19.0795 -0.2911 0.2581 -0.1023
O 4.1681 2.6977 24.2466 0.1834 0.2041 -0.1309
O 4.3145 0.4557 18.4807 0.145 0.129 -0.1176
O 6.656 0.3386 17.6993 -0.885 -0.156 0.4593
O 1.1064 3.0934 15.2678 -0.0454 0.1113 -0.1504
O 4.5086 0.9416 22.3572 0.2071 0.2297 -0.1382
O 6.3133 10.0747 0.354 -0.101 -0.5048 -0.4284
O 5.7793 4.0082 16.1165 -0.3816 -0.0848 0.2506
O 8.3068 1.5824 24.8841 0.0255 0.0984 -0.1296
O 9.8657 7.2125 15.4563 -0.2932 0.04 -0.0786
O 1.3022 10.5551 12.3268 -0.0805 0.1484 0.2709
O 9.7992 6.1733 26.6842 -0.0095 0.1974 -0.3516
O 7.9854 9.0523 22.1279 0.1058 -0.0158 0.1898
O 5.9955 7.6369 1.3894 -0.1034 -0.1578 -0.146
O 0.1898 7.6609 20.2999 -0.1598 -0.3486 0.4616
O 2.4147 8.6429 21.6428 0.0013 -0.0979 0.0186
O 1.3044 4.2502 23.6325 -0.1179 0.1591 -0.1499
O 4.822 6.9993 20.0699 -0.6956 0.09 -0.0458
O 4.8517 9.4688 16.7707 -0.0873 -0.0041 0.001
O 4.4477 4.7306 25.8345 0.2867 0.0299 -0.2439
O 6.849 8.7251 10.8966 -0.1678 -0.0221 0.0404
O 8.679 0.5366 13.9243 -0.0132 0.2516 -0.0096
O 7.0865 2.0518 0.1818 -0.2089 0.0373 0.1476
O 8.1767 6.9247 12.0763 -0.0428 0.3242 0.3341
O 10.0315 10.6792 24.5405 0.0852 0.0418 0.1348
O 7.0258 6.5842 22.4476 -0.1213 0.1304 0.581
O 4.2003 9.4228 1.7471 0.512 -0.6334 0.3234
O 5.7782 3.0021 18.5585 -0.2049 0.0268 -0.4061
O 6.6286 3.5102 24.9493 -0.2766 0.2583 -0.0605
O 2.0971 1.9161 22.7307 0.0324 0.2132 -0.0761
O 9.0666 6.1384 18.9928 0.0651 0.2089 0.2744
O 4.0122 10.4939 26.1605 -0.0238 -0.5022 -0.5659
O 1.9014 6.3798 1.2954 -0.0497 -0.2959 -0.2716
O 0.9686 9.6987 16.5705 0.3969 0.1222 -0.7691
O 10.5117 1.24 19.1763 -0.4513 0.2825 -0.0858
O 3.5882 0.2656 13.5908 -0.3952 -0.099 0.2365
O 6.1369 0.0546 14.3561 0.2786 0.0434 0.2421
O 4.9961 5.0439 1.3662 0.269 0.6058 -0.9544

Results
free energy: -52488.432 eV
free energy less fixed offsets of O -463.61, Si -117.95 eV per atom: 2.678 eV
pressure: -1.53 GPa
stress xx, yy, zz, yz, xz, xy (GPa, positive in tension): 1.63, 1.72, 1.22, -0.71, 0.02, 0.1
